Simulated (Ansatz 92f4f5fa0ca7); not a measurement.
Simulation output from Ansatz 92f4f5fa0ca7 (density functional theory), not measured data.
Periodic cell of 220 atoms, Si132O88, from a study of silicon, its oxide and their interface. The atomic structure is a simulated model.
Doubt: the cutoff is far below the 930 eV that the study's wrapper takes by default for these files, so forces and energies are approximate.

Settings: functional PBE; potential files Ansatz PAW; basis plane waves; wave-function cutoff 580 eV; density cutoff ratio 5; exchange-correlation grid ratio 1; k mesh 1 x 1 x 1, Gamma-centred; self-consistency stop 5e-08 eV per atom in the density residual; occupations fixed; spin none; net charge 0.

Cell vectors (angstrom)
a  10.938  0  0
b  0  10.938  0
c  0  0  32.6334

Atoms and the computed forces on them: element, x, y, z (angstrom), force x, y, z (eV/angstrom)
Si  -0.331  0.2989  25.2068  0.0624  -0.0752  -0.0699
Si  5.7491  -0.4162  25.1278  0.0141  0.0129  -0.011
Si  2.5209  3.047  25.1768  -0.0098  0.0067  0.0392
Si  8.4436  2.5764  25.2084  0.0456  -0.0488  0.0017
Si  0.2755  5.2609  25.1554  0.0052  -0.0213  -0.0018
Si  5.073  5.814  25.2101  0.0043  0.0243  0.0402
Si  3.0035  8.2062  25.0259  -0.0091  -0.16  0.129
Si  8.1161  8.4236  25.1962  0.022  -0.0017  0.0023
Si  1.3676  1.4043  26.4323  -0.0029  0.0013  -0.0221
Si  6.7662  1.3888  26.3692  -0.0046  0.0059  -0.0012
Si  3.9991  4.23  26.5731  0.0087  0.0117  -0.0053
Si  9.631  4.1195  26.5206  0.0106  0.007  -0.0054
Si  1.3581  6.9649  26.3675  0.0302  0.0295  -0.0071
Si  6.8427  6.8439  26.4188  -0.0018  0.0007  -0.0073
Si  4.1498  9.5779  26.549  0.0168  0.0477  0.0192
Si  9.5389  9.6562  26.5796  0.0016  0.0103  -0.0137
Si  2.7165  0.027  27.8279  0.0045  -0.0271  -0.0098
Si  8.1168  0.0647  27.8664  -0.0086  -0.007  -0.0027
Si  0.023  2.7269  27.8759  -0.0022  0.001  0.0016
Si  5.4321  2.773  27.8059  -0.0022  -0.0198  -0.004
Si  2.6482  5.5819  27.8832  -0.0089  -0.0044  -0.0066
Si  8.196  5.4726  27.8248  -0.0052  -0.0149  -0.001
Si  -0.0095  8.2469  27.8348  0.0059  -0.019  0.0009
Si  5.4968  8.1621  27.8736  -0.0011  -0.0217  -0.0086
Si  4.1018  1.3673  29.2152  0.0045  0.1509  -0.2061
Si  9.5708  1.3673  29.2152  -0.1682  0.0861  0.1015
Si  1.3673  4.1018  29.2152  -0.2032  0.261  0.2418
Si  6.8362  4.1018  29.2152  -0.0058  -0.077  -0.2255
Si  4.1018  6.8362  29.2152  -0.0118  0.0576  0.345
Si  9.5708  6.8362  29.2152  -0.0068  0.0205  -0.2271
Si  1.3673  9.5708  29.2152  0.1135  0.0646  -0.0615
Si  6.8362  9.5708  29.2152  -0.1683  0.0892  0.2094
Si  0  0  30.5824  -0.0633  -0.0372  -0.025
Si  5.469  0  30.5824  0.0105  -0.1071  -0.0052
Si  2.7345  2.7345  30.5824  0.1186  0.0992  -0.0278
Si  8.2035  2.7345  30.5824  0.0676  0.0207  0.006
Si  0  5.469  30.5824  0.0015  -0.1476  0.0219
Si  5.469  5.469  30.5824  -0.0606  -0.0746  -0.0198
Si  2.7345  8.2035  30.5824  0.1393  0.0533  0.0246
Si  8.2035  8.2035  30.5824  0.0478  0.0658  -0.026
Si  1.3673  1.3673  31.9497  -0.0381  0.0464  -0.032
Si  6.8362  1.3673  31.9497  -0.0257  0.0033  -0.0389
Si  4.1018  4.1018  31.9497  0.0268  -0.0234  0.0042
Si  9.5708  4.1018  31.9497  -0.0622  0.0598  0.0002
Si  1.3673  6.8362  31.9497  -0.0358  0.0287  -0.0435
Si  6.8362  6.8362  31.9497  -0.0206  -0.0088  -0.0278
Si  4.1018  9.5708  31.9497  -0.0422  0.0725  -0.007
Si  9.5708  9.5708  31.9497  0.0092  -0.0136  0.0092
Si  2.7345  0  0.6835  0.0367  -0.0355  0.0227
Si  8.2035  0  0.6835  -0.0254  0.0253  0.0185
Si  0  2.7345  0.6835  -0.0169  0.021  0.0122
Si  5.469  2.7345  0.6835  0.0528  0.0061  0.0232
Si  2.7345  5.469  0.6835  0.0423  -0.0506  0.0073
Si  8.2035  5.469  0.6835  0.0082  -0.0633  0.0409
Si  0  8.2035  0.6835  0.056  -0.0641  0.0108
Si  5.469  8.2035  0.6835  0.0163  0.0125  0.0043
Si  4.1018  1.3673  2.0507  -0.0749  -0.0505  0.0356
Si  9.5708  1.3673  2.0507  -0.0262  0.0066  0.0229
Si  1.3673  4.1018  2.0507  0.0031  -0.0097  0.0085
Si  6.8362  4.1018  2.0507  -0.0899  0.0012  -0.0236
Si  4.1018  6.8362  2.0507  0.0296  -0.0126  0.019
Si  9.5708  6.8362  2.0507  0.0646  0.1631  0.0093
Si  1.3673  9.5708  2.0507  -0.0699  0.0532  0.0156
Si  6.8362  9.5708  2.0507  -0.0444  -0.0342  0.0006
Si  0  0  3.418  0.0533  -0.3415  -0.0409
Si  5.469  0  3.418  -0.2743  -0.4692  -0.1047
Si  2.7345  2.7345  3.418  -0.4391  -0.2284  0.0795
Si  8.2035  2.7345  3.418  0.1182  0.0933  -0.1051
Si  0  5.469  3.418  0.4252  0.1925  0.2976
Si  5.469  5.469  3.418  0.1759  -0.0576  -0.5316
Si  2.7345  8.2035  3.418  -0.1352  -0.0582  0.3145
Si  8.2035  8.2035  3.418  0.5023  0.3512  -0.0777
Si  1.3365  1.2992  4.8256  0.0018  -0.0061  -0.0041
Si  6.8535  1.3143  4.7186  -0.0017  -0.0008  -0.0017
Si  4.0817  4.1278  4.7133  0.0016  -0.0007  -0.0044
Si  9.6254  4.0797  4.7725  0.0001  -0.0012  -0.0031
Si  1.3822  6.8629  4.8972  0.0002  -0.0007  -0.001
Si  6.9184  6.783  4.7026  -0.0002  0.0019  -0.0017
Si  4.1069  9.5194  4.8302  0.0039  -0.002  -0.0051
Si  9.6243  9.5671  4.8555  -0.0029  0.0012  -0.0015
Si  2.6679  -0.1148  6.2434  -0.0047  -0.0012  0.0106
Si  8.2084  0.0414  6.1583  0.0004  0.002  0.0028
Si  -0.0838  2.6575  6.1992  0.0014  0.0024  0.0053
Si  5.4266  2.6763  5.9425  -0.0025  -0.001  0.0072
Si  2.8454  5.4736  6.2091  -0.0022  -0.0007  0.0038
Si  8.3066  5.492  6.1054  -0.0009  0.0031  0.0098
Si  -0.0058  8.2006  6.3945  0.0031  0.0017  0.009
Si  5.564  8.0715  6.0661  0.0004  -0.0021  0.004
Si  3.8976  1.5588  7.3147  -0.0109  0.0127  -0.0068
Si  9.022  1.773  7.6114  -0.0112  0.006  -0.0163
Si  1.6526  3.7837  7.3026  0.0148  -0.0098  0.0021
Si  6.8355  4.0505  7.1549  0.006  -0.0102  0.0139
Si  4.7158  6.3579  7.4716  0.0008  -0.0064  -0.0098
Si  9.2988  6.9961  7.6996  -0.0143  0.0147  -0.0286
Si  1.3179  9.5805  7.8577  -0.0009  0.0027  -0.0309
Si  7.1092  9.2818  7.3453  0.0113  -0.0134  -0.0034
O  1.3859  4.138  24.6651  -0.0094  0.0224  0.0082
O  7.0095  9.5469  24.7292  -0.0435  0.0252  0.0254
O  2.7901  2.682  7.7857  -0.0149  0.0057  -0.0316
O  8.1845  8.1889  7.9684  0.006  -0.0026  -0.0235
O  5.7687  5.1265  7.9096  -0.0024  0.006  -0.0148
O  -2.1757  2.293  18.7972  -0.0029  -0.1227  -0.0161
O  4.0712  7.0188  24.559  -0.0195  0.0217  0.0211
O  9.53  1.4387  24.6795  -0.0608  0.0592  0.0237
O  2.1881  8.5018  8.7592  0.0189  -0.0138  -0.0002
O  0.9621  4.3221  8.6841  0.0028  -0.0062  0.0086
O  9.3751  1.1436  9.0983  0.0162  -0.0144  0.0155
O  6.4585  9.9998  8.6494  -0.0173  0.0172  0.0078
O  4.6302  1.0416  8.6773  0.0143  -0.0129  0.0057
O  4.4529  7.1817  8.8609  -0.0138  0.0169  0.0089
O  7.8801  2.9627  7.927  0.0026  0.0036  -0.0229
O  9.6794  6.3934  9.2001  0.0014  -0.0182  0.0259
O  3.249  2.3976  23.8627  0.0373  -0.0094  -0.0403
O  4.9428  -0.4207  23.6908  -0.0667  -0.0269  -0.0413
O  7.8419  3.4092  23.9295  -0.0332  0.0274  -0.0136
O  10.6206  5.9021  23.7801  -0.0072  -0.002  0.0116
O  8.8411  7.8714  23.8328  -0.0152  -0.0198  0.0274
O  0.1665  10.4396  23.8679  0.0565  -0.0266  0.029
O  5.5224  4.826  24.0015  0.0383  -0.053  -0.04
O  1.3077  10.5594  21.4389  -0.2205  -0.2014  0.0025
Si  4.1221  6.739  12.2063  -0.012  -0.0031  0.0123
Si  8.4453  -2.3349  14.6435  -0.0051  -0.0144  -0.0058
Si  5.343  2.845  13.3549  -0.0093  -0.0054  0.0233
Si  6.7552  -4.0334  18.8767  0.01  -0.025  0.0156
Si  8.535  -9.6662  17.5616  -0.1385  0.1566  -0.081
Si  1.7818  -3.198  18.2344  0.0421  -0.026  -0.027
Si  0.9245  9.6291  22.6924  -0.0914  0.1009  -0.0368
Si  11.7788  3.6092  10.1492  -0.0147  -0.0015  0.0168
Si  5.3467  10.7897  9.5106  -0.0099  -0.0091  -0.0198
Si  2.6424  4.0589  12.4626  -0.0007  0.0081  0.0234
Si  13.343  -5.4998  16.527  -0.0075  0.0044  0.0158
Si  -1.1016  2.9396  19.8326  0.0743  0.0088  0.088
Si  10.9301  1.2046  15.5357  0.1023  -0.0174  -0.0455
Si  0.5017  -6.8292  14.5341  0.0071  0.0112  0.0046
Si  6.5183  0.3382  12.249  0.0034  0.0136  0.0139
Si  0.3156  11.1775  20.0638  1.5822  1.0665  0.5336
Si  14.3316  -6.068  20.5703  0.0202  -0.0336  -0.0329
Si  6.788  -5.7893  11.938  0.0036  0.0039  0.0211
Si  5.4973  -2.0158  13.8513  -0.0124  -0.0057  0.0242
Si  6.5144  3.8873  23.114  0.006  0.019  -0.0374
Si  9.5262  0.0254  12.8638  -0.0062  0.0053  -0.0032
Si  10.7005  0.6626  9.9468  0.0003  0.0019  -0.0143
Si  1.7815  -0.3594  17.4717  0.0283  0.0792  0.0953
Si  4.1336  -3.2104  20.4629  -0.0189  0.0026  -0.0174
Si  9.1905  -4.9361  13.492  -0.002  -0.0039  0.0121
Si  0.9013  -5.8501  18.9979  -0.0258  -0.0449  -0.0058
Si  6.0256  2.4181  16.2692  -0.0254  0.0029  0.005
Si  4.0737  2.3147  22.4491  -0.0279  -0.0382  -0.0207
Si  4.7465  -0.4733  16.3858  -0.0754  -0.0108  0.0379
Si  9.9561  7.1098  22.9121  0.0591  0.0736  -0.0669
Si  7.5154  -1.4892  17.4107  -0.0474  -0.0864  -0.0149
Si  9.4249  5.5748  10.6088  0.0119  -0.0072  -0.0022
Si  -2.6663  5.2176  21.032  0.0301  -0.016  -0.0232
Si  3.8705  -0.7158  22.5095  -0.0729  -0.0241  0.0074
Si  4.9668  4.8108  17.7086  0.0127  0.0024  0.0102
Si  14.4639  -2.6873  9.6662  -0.0001  0.0013  -0.0182
O  1.7274  4.5482  17.7074  0.0071  0.0148  -0.0068
O  9.8762  -9.9786  16.7248  -0.0185  -0.0673  0.0872
O  19.0201  0.7236  12.5284  0.0009  -0.0066  -0.0108
O  6.0587  -1.1913  12.5507  -0.0057  -0.0204  -0.0051
O  2.9557  -2.9301  19.37  -0.034  -0.005  -0.033
O  5.9932  6.0797  17.6858  -0.019  -0.0259  -0.0185
O  3.7891  -4.6185  21.2701  0.0079  0.0007  0.0118
O  4.4668  7.7515  13.4167  0.0116  0.0183  -0.0029
O  -1.187  6.4291  11.9845  -0.0032  0.007  0.0129
O  2.2648  3.949  10.8777  0.0158  0.0035  -0.0052
O  14.6154  -7.397  21.4703  -0.0019  0.0531  -0.0023
O  5.0558  1.1206  16.3179  0.0107  0.0038  -0.0098
O  5.6254  1.2627  13.218  -0.0092  0.019  -0.0082
O  4.213  4.7886  19.1639  0.0098  -0.0034  0.0015
O  2.5498  9.3349  23.4399  0.0229  0.1161  -0.0965
O  10.3921  4.258  10.719  -0.0065  0.0032  -0.0157
O  16.665  3.3926  17.5384  -0.0215  0.0427  0.0123
O  7.8754  -0.091  18.1406  0.0275  -0.0181  0.0412
O  4.2206  -1.8862  21.4592  -0.0067  -0.0114  0.029
O  7.5682  1.9521  16.4205  0.0082  0.0095  -0.0361
O  5.6863  2.5258  22.7126  0.0035  0.0082  0.0327
O  5.9168  -1.369  17.0766  0.0261  0.0015  0.0187
O  -3.2482  -2.8488  18.2862  0.0144  0.0469  -0.0184
O  1.4713  0.4593  18.854  0.055  -0.0533  -0.2854
O  -0.8439  -0.7162  19.887  -1.29  -0.9646  -0.1867
O  7.6173  5.6068  13.2696  0.0051  0.0015  -0.0092
O  7.8379  5.13  10.6699  -0.0125  -0.0015  -0.0054
O  17.1471  -7.2784  12.2359  -0.0068  -0.0071  -0.0158
O  5.7693  3.2482  14.8756  -0.0003  -0.0047  -0.0157
O  9.9987  -6.1857  14.1466  0.0041  -0.006  -0.0094
O  -1.8001  -1.4484  13.4488  -0.0074  -0.0106  -0.0125
O  3.2313  7.5395  11.0896  -0.0024  -0.0264  0.021
O  1.4964  -5.7218  15.2041  0.0146  0.0039  0.004
O  14.7008  3.0278  13.0135  0.0125  -0.0028  -0.0169
O  11.2584  -8.1359  15.4687  -0.01  0.0112  0.0037
O  9.2807  -3.7332  14.5778  -0.0018  0.003  -0.0074
O  6.8575  -2.6758  14.4519  0.0129  -0.0016  -0.0156
O  9.2345  6.3969  21.6558  -0.0343  -0.0361  0.0052
O  -0.5299  0.7708  14.0258  0.0025  0.015  -0.0029
O  0.2114  8.1765  22.4895  -0.0129  -0.0866  0.0867
O  1.7857  4.8498  20.3485  -0.0207  0.0069  -0.0021
O  7.7111  -5.1177  19.6364  -0.0097  0.0224  0.004
O  5.6274  -3.3502  19.8499  0.0188  -0.0011  0.0116
O  2.4654  -3.9256  16.9317  -0.0201  0.0203  0.0364
O  1.111  -1.8448  17.6715  0.0056  0.0315  0.0195
O  3.174  -5.3769  12.7886  -0.0032  -0.011  -0.0187
O  3.7307  0.7959  21.8718  0.0702  0.0398  0.0282
O  10.8959  -9.0732  20.4392  -0.1128  -0.0862  -0.029
O  10.5085  4.1993  19.0337  0.0333  0.1217  -0.0553
O  6.131  0.6093  10.6984  0.0258  0.0133  0.0257
O  5.5306  -4.7952  11.6019  0.0009  -0.0005  -0.0163
O  12.1711  3.6667  13.1562  -0.0098  -0.0021  -0.0097
O  -3.9961  -6.034  21.9333  0.0081  -0.0106  0.0287
O  3.9507  4.9409  16.426  0.0061  -0.0013  -0.0001
O  9.0102  -7.1787  20.9945  -0.0729  0.0866  0.0233
O  -2.4282  -1.6129  16.0968  0.0014  0.0168  0.0254
O  3.3851  -0.6154  17.2539  0.1019  -0.0301  -0.0553
O  11.6442  1.9794  10.1433  0.0056  0.0042  -0.013
O  12.2283  0.3572  16.0645  -0.0167  -0.0181  -0.0549
O  4.2281  9.6925  9.9596  0.0052  0.0053  -0.0027
O  11.4768  -0.4109  8.9679  -0.0183  0.0196  0.007
O  10.3378  0.0108  11.4125  -0.013  -0.0064  0.0141
O  4.6506  -1.0656  14.8623  -0.004  0.0069  -0.0167
O  0.6516  6.7051  18.8372  0.0121  0.0064  -0.0009

Results
free energy: -133960.019 eV
free energy less fixed offsets of O -568.88, Si -635.61 eV per atom: 1.941 eV

The program warned: the cutoff lies below the one the program advises for these potential files; the forces do not sum to zero within the program's tolerance; the exchange-correlation potential is rough where the density is thin.
